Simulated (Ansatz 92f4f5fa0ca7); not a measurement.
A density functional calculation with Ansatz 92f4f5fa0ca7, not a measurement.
Periodic cell of 260 atoms, Si140O88H32, with a vacuum gap, from a study of silicon, its oxide and their interface. The atomic structure is a simulated model.

Settings
functional: r2SCAN
potential files: Ansatz PAW
basis: plane waves
wave-function cutoff: 800 eV
density cutoff ratio: 5
exchange-correlation grid ratio: 1
k mesh: 1 x 1 x 1, shifted by 0.5 0.5 0 of a step
self-consistency stop: 1e-11 eV per atom in the density residual
occupations: fixed
spin: none
net charge: 0
applied field: sawtooth along c, amplitude +0.015 V/angstrom in the program's sign convention, ramp centred at 0.9891 of c and 0.0218 of c wide, no dipole correction

Cell vectors (angstrom)
a 10.888 0 0
b 0 10.888 0
c 0 0 45.8349

Atoms and the computed forces on them: element, x, y, z (angstrom), force x, y, z (eV/angstrom)
Si 1.7664 1.5734 30.1975 0.0098 -0.0073 0.043
Si 3.4972 4.318 29.9588 -0.0218 0.0043 0.0546
Si 1.819 7.2799 32.366 -0.0079 0 -0.0021
Si 3.4633 9.0333 32.2241 0.0053 0.0075 0.0033
Si 8.0815 0.0817 29.548 0.0092 -0.0068 0.0419
Si 9.0428 3.669 32.2403 0.0073 0.0055 0
Si 6.4566 6.4326 32.2356 0.0104 0.0088 0.0047
Si 10.0543 10.0164 32.3995 -0.0129 -0.0138 0.0144
Si 0.8669 0.9106 32.2845 0.0116 0.0127 0.008
Si 2.9093 5.5114 33.4606 0.0033 0.0244 -0.018
Si 1.2613 6.4932 30.202 -0.0118 0.004 0.0184
Si 3.0331 9.6829 29.9627 -0.0048 -0.0032 0.0334
Si 7.4883 1.7992 32.1959 -0.0022 -0.0056 0.0253
Si 9.4985 4.6687 30.1473 0.0048 0.0106 0.0392
Si 5.3689 8.1577 33.4107 -0.0182 -0.0095 -0.0139
Si 8.0934 5.3828 33.5532 -0.0045 -0.018 -0.0174
Si -0.0684 2.7025 33.482 -0.0226 -0.0076 -0.014
Si 2.6007 -0.0795 33.5335 -0.0124 -0.0231 -0.0111
Si 0.0969 8.2549 33.6238 0.0143 0.0129 -0.0153
Si 4.6688 4.6824 32.0257 -0.01 -0.0068 0.016
Si 5.5564 2.8002 33.2405 0.0211 0.0056 -0.0058
Si 8.3046 0.112 33.6126 0.0165 0.0143 -0.0148
Si 9.413 9.1134 30.3532 -0.0048 -0.0005 0.0026
Si 7.7223 7.2116 30.3563 0.0113 0.0013 0.0337
Si 1.4216 4.1021 34.6943 -0.0028 -0.0019 0.0181
Si 4.1085 1.3993 34.6159 -0.0057 0.0095 0.0206
Si 1.3777 9.5439 35.0731 -0.0125 -0.0001 -0.0047
Si 4.1391 6.8366 34.9438 0.0032 -0.0034 -0.0107
Si 6.7708 4.0336 34.904 -0.0015 0.0113 -0.0018
Si 9.5745 1.4279 35.0393 0.0102 -0.0109 -0.0104
Si 6.7976 9.5541 34.7258 0.0151 -0.0079 0.0127
Si 9.5227 6.8164 34.7842 0.0002 0.0108 0.0143
Si -0.0016 0.0202 36.3556 -0.0008 -0.0223 -0.0023
Si 2.7496 2.7082 36.0797 -0.0261 0.0192 0.0482
Si 0.0406 5.4473 36.1025 -0.0187 0.0195 0.0264
Si 2.7639 8.1554 36.3048 -0.0208 0.0147 0.001
Si 5.4255 0.0439 36.0698 0.0172 -0.0349 0.0438
Si 8.141 2.752 36.2947 0.028 -0.019 0.0122
Si 5.4601 5.4223 36.2639 -0.02 0.0145 0.0133
Si 8.1415 8.1819 36.1341 0.028 -0.0159 0.024
Si 1.418 1.4001 37.5679 -0.0296 -0.0272 0.1825
Si 4.0548 4.0442 37.5412 0.0569 0.0363 0.1836
Si 1.3479 6.7769 37.5519 0.0238 0.0168 0.1879
Si 4.1261 9.5804 37.5392 -0.0396 -0.046 0.1929
Si 6.7456 1.3472 37.5309 0.0469 0.0727 0.2131
Si 9.5646 4.1338 37.5341 -0.0159 -0.0262 0.1886
Si 6.8395 6.8195 37.5556 -0.033 -0.016 0.1761
Si 9.4681 9.5076 37.5888 0.035 0.042 0.1447
Si 0.0066 2.7433 38.8889 0.1305 0.1066 0.3148
Si 2.7271 -0.01 38.9201 0.1876 0.2577 0.289
Si -0.0216 8.13 38.9114 -0.0554 0.1185 0.2524
Si 2.6931 5.4029 38.8943 -0.0478 0.0383 0.3447
Si 5.4147 2.6918 38.9243 -0.0848 0.073 0.1723
Si 8.0805 0.0024 38.8987 0.2124 -0.2078 0.3931
Si 5.4564 8.1906 38.8876 0.1151 0.008 0.3017
Si 8.2341 5.4953 38.9137 -0.1202 -0.0578 0.2779
Si 1.323 4.092 6.9493 0.02 -0.0901 -0.3643
Si 4.049 1.3237 6.9721 -0.2482 -0.1722 -0.3594
Si 1.3296 9.4963 6.9325 -0.1836 -0.1319 -0.1034
Si 4.0548 6.8139 6.868 0.0095 -0.0736 -0.3307
Si 6.8474 4.0987 6.8632 0.0862 0.1989 -0.3979
Si 9.4835 1.3665 6.8679 -0.0509 -0.1063 -0.3124
Si 6.7735 9.5313 6.9609 0.0199 -0.0131 -0.3179
Si 9.5685 6.8098 7.026 0.0298 0.0912 -0.0384
Si -0.121 -0.0503 8.2317 -0.0118 -0.0157 -0.188
Si 2.6367 2.6867 8.2626 -0.0166 -0.0184 -0.1595
Si 0.0401 5.4246 8.4088 -0.028 0.0306 -0.1622
Si 2.6601 8.0829 8.2977 -0.0267 0 -0.2099
Si 5.3645 -0.0733 8.3397 0.0063 -0.0163 -0.1622
Si 8.2145 2.7782 8.26 0.0231 -0.0078 -0.2238
Si 5.4862 5.4899 8.1659 0.0023 0.0025 -0.193
Si 8.196 8.2351 8.3037 -0.0051 -0.0226 -0.1412
Si 1.1668 1.3253 9.5541 0.0191 0.0023 -0.0169
Si 4.0927 4.1072 9.4172 0.0128 0.0084 0.0047
Si 1.412 6.7387 9.8281 0.0161 -0.0166 -0.0402
Si 3.9777 9.3838 9.7005 0.0117 0.0203 -0.0193
Si 6.8134 1.3728 9.4811 -0.0158 0.0059 -0.0227
Si 9.5787 4.063 9.7726 -0.009 -0.0108 -0.0355
Si 6.8424 6.849 9.5569 -0.0097 -0.0077 -0.0123
Si 9.5057 9.5321 9.7843 -0.0199 0.0204 -0.0276
Si -0.01 2.6168 11.1857 0.0071 -0.0225 -0.0042
Si 2.4405 -0.1011 10.8503 0.0019 0.0216 -0.0151
Si -0.0312 8.0784 11.1996 -0.0067 0.0043 0.0075
Si 2.9199 5.2942 11.0548 0.0305 -0.0219 -0.016
Si 5.4209 2.7361 10.7213 -0.0216 0.0222 0.0038
Si 8.0553 0.145 10.9849 -0.0022 -0.0054 0.005
Si 5.4418 8.0309 11.0251 0.0156 -0.0104 -0.0129
Si 8.1634 5.5332 10.9709 -0.0292 0.0075 -0.0107
Si 2.1103 3.3288 12.1218 0.0076 -0.0007 0.024
Si 3.709 1.5644 11.7943 -0.0014 -0.0182 0.021
Si 3.3955 9.4935 14.5333 -0.0013 0.0044 0.0442
Si 6.5019 9.7528 12.2004 0.0103 0.0056 0.0092
Si 6.4712 4.3724 12.0481 0.0124 0.0009 0.0133
Si 9.2019 1.5369 12.5644 0.0004 -0.0077 0.0075
Si 8.1805 8.8209 13.5604 -0.0249 -0.0063 0.0071
Si 9.3203 6.8804 12.6095 0.0054 0.0046 0.0017
Si 1.0458 -1.1968 12.525 0.0003 -0.004 0.0202
Si 5.1733 5.3993 17.3039 0.0067 -0.0051 0.0684
Si 2.0287 4.5408 14.9441 0.0101 -0.002 0.0442
Si 4.3548 6.5589 14.6169 0.0006 -0.0011 0.0425
Si 10.1297 -0.6922 16.1848 0.0162 0.003 0.0692
Si 9.9885 -0.3913 13.7917 0.0036 0.0096 -0.0184
Si 7.7884 3.292 13.6696 -0.0181 0.0131 0.0206
Si 9.8796 5.5322 14.5768 0.012 -0.0027 0.039
Si -10.6651 20.667 23.6148 0.0062 -0.006 0.0679
Si 10.6536 17.8708 22.3953 0.0016 0.0076 0.083
Si 5.376 30.6556 25.5701 -0.0022 -0.0078 0.0795
Si 5.6705 13.6158 18.2026 0.0176 0.0059 0.0522
Si 18.3301 26.7577 22.5875 0.0069 -0.0049 0.0741
Si 20.5221 13.7311 22.6327 -0.0032 0.0002 0.0679
Si 12.8236 5.4319 20.8481 0.006 -0.0111 0.0763
Si 22.5502 19.5462 29.3376 0.0056 -0.009 0.0429
Si -7.8613 39.5435 25.6584 -0.007 0.0047 0.0635
Si 14.6516 16.4921 23.1669 -0.0013 -0.0033 0.069
Si 23.032 2.4426 20.6939 -0.0015 0.0064 0.0789
Si -0.7886 13.0301 28.367 -0.0052 -0.0084 0.0726
Si 6.3117 7.5067 23.1012 -0.0069 -0.0001 0.0688
Si -1.2632 6.177 25.3397 0.0009 0.0047 0.0736
Si 13.827 9.6576 17.6353 0.0034 -0.0031 0.0281
Si 17.7418 4.9355 19.6952 0.0108 0.0053 0.0851
Si 14.2003 2.4471 16.8604 -0.0035 -0.0034 0.0473
Si 5.6856 10.5813 18.3983 0.008 0.0006 0.072
Si 30.7288 7.0071 19.6914 -0.0083 -0.0009 0.0857
Si 15.6472 11.0296 13.3116 -0.0053 0.0066 0.008
Si 24.4233 11.7562 22.8946 0.0061 -0.0072 0.0565
Si 9.8448 14.1723 25.6561 0.0071 -0.0096 0.0783
Si -5.0215 -1.8584 28.5898 -0.001 0.0059 0.0818
Si 5.733 -9.534 14.9558 -0.0066 -0.0001 0.0344
Si -3.8046 20.0662 20.7067 0.0104 -0.0055 0.0809
Si -6.0833 -4.7861 12.335 -0.0079 -0.0024 0.0093
Si -3.6546 9.7273 16.1584 -0.017 0.0032 0.0532
Si 7.2181 -6.4028 25.473 0.0011 -0.0023 0.0591
Si 16.2797 -21.3243 23.9682 -0.0049 -0.0021 0.0594
Si 21.5044 -3.6175 16.9799 0.0057 -0.0074 0.0687
Si 1.0334 0.7563 18.0526 0.0073 0.0201 0.0714
Si 4.4494 4.4443 27.0003 -0.0048 -0.0008 0.0808
Si 14.7859 24.6189 24.6119 0.0029 0.0054 0.0615
Si 13.3614 6.6518 18.1019 -0.0061 -0.0079 0.0642
Si 0.4265 8.3483 26.3656 0.0069 0.017 0.1017
Si 8.3374 -10.7742 22.7062 0.0006 0.0081 0.0469
O 19.2947 5.8326 29.7504 0.0009 -0.0031 -0.0175
O 8.0445 -5.0049 25.558 -0.0027 0.0004 -0.0217
O 5.9507 -2.2506 27.0381 -0.008 -0.0005 -0.073
O 3.622 16.468 17.7528 0.0089 -0.0028 -0.026
O 9.8981 7.3186 18.4253 0.0208 0.0059 -0.0557
O -8.2428 12.8346 24.1161 -0.004 -0.0103 -0.0293
O 4.3669 4.1306 28.5845 0.0145 0.0032 -0.0684
O -1.2654 10.452 23.5474 -0.0116 0.0037 -0.032
O 10.039 6.4987 23.8108 0.0083 0.0078 -0.0561
O 5.2667 1.986 24.4563 0.0011 -0.0081 -0.0171
O 0.8212 5.8512 21.934 0.0123 -0.0079 -0.0361
O -3.4026 -9.8009 30.7026 0.0004 -0.0093 -0.0299
O -10.3282 1.6681 29.1164 -0.0178 0.0076 -0.0312
O 12.5378 18.1915 26.3409 0.0082 -0.0071 -0.026
O 10.4658 2.3378 26.7985 -0.003 0.0152 -0.0535
O 6.7707 0.2455 15.5289 -0.0007 0.0033 -0.0209
O 5.3419 -4.7682 15.8574 -0.0047 0.0103 -0.0454
O 10.9049 19.6571 16.4112 -0.0064 0.0168 -0.0245
O 8.3698 16.3792 19.5394 0 0 -0.0216
O 2.5818 14.6351 16.236 -0.0083 0.0088 -0.0215
O -0.2516 0.5429 17.1092 -0.0132 -0.016 -0.0398
O 23.3687 -0.7288 18.3874 0.0019 -0.0024 -0.0238
O -18.0943 25.0695 26.1496 -0.0013 -0.017 -0.041
O 14.9783 -0.3377 18.3209 -0.008 -0.0028 -0.0226
O -1.1997 -4.4322 15.9168 -0.0079 -0.0151 -0.0466
O 28.5677 26.0882 23.9112 0.0024 0.006 -0.0465
O 14.2225 5.5781 21.6262 -0.019 -0.0049 -0.0411
O 17.0931 12.0919 18.0465 -0.0011 -0.0007 -0.0238
O -1.3255 14.4492 28.9571 0.0035 -0.017 -0.0461
O 24.6871 9.9133 16.029 0.0063 0.0002 -0.0604
O 15.189 8.1687 14.7273 0.0002 0.0021 -0.0199
O 14.6695 16.7592 26.6626 -0.0085 0.0053 -0.037
O 6.5989 -7.5215 19.3554 -0.0114 -0.0111 -0.0329
O -2.2218 -0.9381 16.8331 0.0057 0.0021 -0.028
O 4.3055 20.1264 29.013 0.0269 -0.0045 -0.0301
O 5.0548 17.4231 23.2654 0.003 -0.0007 -0.0194
O -15.2921 4.9437 21.2779 -0.0056 -0.002 -0.0515
O 12.6494 3.9244 20.2935 -0.0047 -0.0006 -0.0199
O 5.9831 15.3783 26.4893 0.0153 0.0008 -0.0368
O 19.8381 11.8995 28.5291 0.012 0.0196 -0.0276
O 2.8661 16.8101 14.836 0.0013 0.0026 -0.0147
O 0.4902 9.4099 25.1642 -0.0024 0.0183 -0.0604
O 17.3276 19.2057 24.4853 0.0084 -0.013 -0.0471
O 5.7313 3.8843 17.029 -0.0046 0.003 -0.0181
O 12.9966 12.3253 17.0829 0.0061 0.0037 -0.024
O 12.061 17.4247 17.1335 -0.0124 0.0026 -0.0231
O 18.4971 17.4639 22.8597 -0.0006 0.0009 -0.0314
O 8.8696 26.0261 22.3338 -0.0003 0.003 -0.0246
O 10.1629 13.64 24.1625 -0.0034 -0.0025 -0.0543
O 18.6222 -2.8144 19.7288 0.0061 -0.0052 -0.0201
O 21.8231 5.4073 30.2729 0.002 0.0005 -0.013
O 27.7595 5.8499 18.6549 -0.0169 0.0017 -0.0414
O 1.4014 43.4277 23.1219 0.006 0.0084 -0.0199
O 14.9381 4.1045 23.6366 0.0016 0.0151 -0.0246
O 20.8626 29.2197 26.2738 -0.0073 -0.0157 -0.0361
O -6.7455 11.0713 22.9225 -0.009 0.0007 -0.0295
O 2.4146 12.5007 21.4689 -0.0135 0.0146 -0.0431
O 3.1599 -2.7878 17.9455 0.0019 0.0092 -0.0212
O 30.3728 1.6527 22.3159 0.0012 -0.0037 -0.0178
O 0.4971 9.1213 27.7717 -0.0058 -0.003 -0.079
O 6.547 7.7829 29.3702 -0.0159 0.012 -0.0238
O 11.3383 4.8516 14.8116 -0.0099 0.0026 -0.0184
O 2.0876 9.0805 13.654 -0.007 -0.0051 -0.018
O 2.3202 3.526 13.7323 -0.0057 -0.0025 -0.0263
O -4.7251 10.193 19.8734 -0.0154 0.0139 -0.048
O 16.0537 21.335 25.2925 0.001 0.0134 -0.0325
O 7.423 8.571 15.036 0.0169 -0.0051 -0.0344
O 27.9246 -2.3967 21.8377 0.006 0.0165 -0.0437
O 6.8705 11.0045 23.4072 0.0211 -0.0057 -0.0307
O 10.8891 24.4348 21.6676 0.0189 -0.005 -0.0326
O 17.0815 20.3277 17.3514 0.0135 -0.006 -0.0339
O -0.4927 4.8118 25.7919 -0.0035 0.0061 -0.0229
O 0.3593 -2.4253 22.681 -0.0011 -0.0137 -0.0263
O 0.7732 -9.2503 19.3724 -0.0025 -0.0249 -0.052
O 2.6854 -4.669 24.2156 0.0054 -0.0128 -0.0444
O 4.4576 -9.0753 15.8814 0.0167 -0.0136 -0.039
O 30.5502 -6.5653 14.5006 0.0022 0.003 -0.0128
O 19.1183 25.0642 25.8686 -0.0045 0.0067 -0.0165
O 14.8229 8.1832 25.4186 0.0013 -0.0013 -0.027
O 12.82 6.446 19.6044 0.0092 0.0133 -0.0569
O 13.456 5.6393 29.6876 0.013 -0.0118 -0.0274
O 20.5841 7.1395 21.1084 -0.017 0.0014 -0.0536
O 2.8383 11.3048 29.7544 0.0002 0.0031 -0.0189
O 6.7417 -0.5161 28.8339 -0.0164 -0.0071 -0.0266
O 14.9242 -8.2347 18.3242 -0.0045 -0.0029 -0.0286
O 8.2547 10.0388 21.4132 -0.0094 -0.0112 -0.0375
O 24.3393 -7.8898 30.2133 0.0037 0.006 -0.0178
O 6.7159 -8.2643 14.7014 0.0165 0.0031 -0.0192
H -0.8252 1.9317 39.8213 0.2277 0.1536 -0.3305
H 0.8184 3.575 39.8213 -0.4298 -0.3658 -0.1882
H 1.9006 -0.8271 39.8526 0.2445 0.2257 -0.3453
H 3.5453 0.8154 39.8526 -0.3261 -0.393 -0.1894
H 0.7957 8.9564 39.8438 -0.2373 -0.2414 -0.3046
H -0.8364 7.3013 39.8438 0.4871 0.4451 -0.2229
H 3.5002 6.2392 39.8268 -0.1625 -0.2512 -0.2865
H 1.8534 4.5995 39.8268 0.4183 0.3466 -0.2243
H 6.244 3.5061 39.8567 -0.163 -0.1576 -0.3153
H 4.5937 1.8692 39.8567 0.3364 0.3566 -0.2439
H 7.2749 -0.8353 39.8311 0.3509 0.4636 -0.2103
H 8.9138 0.8126 39.8311 -0.2464 -0.1534 -0.2875
H 4.6272 7.3762 39.82 0.1569 0.2337 -0.3206
H 6.2708 9.0196 39.82 -0.349 -0.4798 -0.2018
H 7.4153 4.6706 39.8461 0.17 0.1263 -0.3083
H 9.0621 6.3109 39.8461 -0.4982 -0.4482 -0.2253
H 2.1628 4.8955 6.0168 -0.3102 -0.2583 0.2996
H 0.5113 3.2603 6.0168 0.1378 0.4342 0.2706
H 3.2309 0.4982 6.0397 0.3565 0.3272 0.1808
H 4.8701 2.1462 6.0397 -0.1567 -0.2258 0.3524
H 2.1561 10.3134 6.0001 -0.2424 -0.2828 0.317
H 0.5124 8.6699 6.0001 0.3982 0.3762 0.1461
H 4.884 7.6283 5.9355 -0.4756 -0.1192 0.2222
H 3.2478 5.9777 5.9355 0.3303 0.2554 0.2246
H 6.0182 3.2844 5.9308 0.2805 0.1241 0.2726
H 7.6663 4.9234 5.9308 -0.3007 -0.3521 0.1292
H 8.6502 0.5563 5.9355 0.1506 0.4534 0.1997
H 10.3153 2.1781 5.9355 -0.1581 -0.3997 0.2505
H 5.9591 8.7023 6.0285 0.4001 0.1923 0.2893
H 7.5791 10.369 6.0285 -0.4025 -0.1792 0.2827
H 8.7406 5.9942 6.0936 0.2859 0.2308 0.3559
H 10.3833 7.6386 6.0936 -0.2693 -0.4759 0.2576

Results
free energy: -140240.729 eV
free energy less fixed offsets of H -15.71, O -570.45, Si -639.56 eV per atom: -0.009 eV

The program warned: the cutoff lies below the one the program advises for these potential files; the forces do not sum to zero within the program's tolerance; empty levels may hold ghost states of the PAW files; the exchange-correlation potential is rough where the density is thin.
